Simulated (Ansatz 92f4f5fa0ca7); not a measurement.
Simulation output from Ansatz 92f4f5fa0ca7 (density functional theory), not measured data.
Periodic cell of 159 atoms, Si96O61N2, from a study of silicon, its oxide and their interface. The atomic structure is a simulated model.

Settings: functional r2SCAN; potential files Ansatz norm-conserving; basis plane waves; wave-function cutoff 1300 eV; density cutoff ratio 4; exchange-correlation grid ratio 1; k mesh 2 x 2 x 1, shifted by 0.5 0.5 0.5 of a step; self-consistency stop 5e-08 eV per atom in the density residual; occupations Fermi-Dirac, 0.05 eV; spin none; net charge 0.

Cell vectors (angstrom)
a	10.88	0	0
b	0	10.88	0
c	0	0	22.8822

Atoms and the computed forces on them: element, x, y, z (angstrom), force x, y, z (eV/angstrom)
Si	-0.6408	0.4653	-0.2746	-0.0095	-0.041	-0.1443
Si	2.4273	2.8697	0.2708	0.2349	-0.0438	-0.4807
Si	0.3854	5.1518	-0.1316	-0.3418	-0.1206	-0.5149
Si	3.8213	6.9786	-0.9961	-0.0189	-0.4681	-0.0463
Si	5.231	-2.0523	-0.7879	-0.1549	0.0192	0.1
Si	7.9709	2.6212	0.1975	-0.0642	0.2504	-0.7297
Si	5.6847	4.7408	0.0124	-0.4754	-0.7952	-0.4223
Si	7.6443	8.3663	-0.7277	0.0513	-0.4836	0.0657
Si	1.1048	1.2951	1.2799	-0.3077	0.0323	-0.1081
Si	4.0787	3.9263	1.5395	-0.0036	-0.0242	-0.0975
Si	1.4709	6.6714	1.2237	0.7298	0.2008	-0.2258
Si	4.5052	9.9559	1.1813	0.0516	0.2306	0.1337
Si	6.6926	1.2996	1.6068	-0.6182	-0.3213	-0.1241
Si	9.5726	3.9983	1.2508	0.2638	0.1721	0.0097
Si	7.0116	6.2164	1.1164	0.4749	0.2136	0.0961
Si	9.2466	9.5449	0.9628	-0.0821	0.2253	-0.2124
Si	-0.0478	2.6752	2.7307	-0.006	0.0619	0.041
Si	2.6838	-0.0196	2.4893	0.0306	-0.0179	-0.1069
Si	0.0125	8.2129	2.3457	-0.1938	-0.0225	-0.0558
Si	2.6993	5.4197	2.7636	0.2884	-0.1295	0.3204
Si	5.4447	2.6814	2.9496	-0.2783	0.1816	0.17
Si	8.1782	-0.068	2.7041	-0.1012	-0.0883	0.0501
Si	5.2978	8.3894	2.7939	0.3944	-0.1769	-0.2068
Si	8.3581	5.3274	2.7243	0.0516	-0.1131	0.2964
Si	1.338	4.0233	4.1175	-0.1137	-0.0756	-0.0989
Si	3.9841	1.2739	4.1134	0.366	0.1361	-0.0756
Si	1.3327	9.5058	3.8869	0.0647	0.1554	-0.096
Si	4.0574	6.8511	4.053	-0.2731	-0.046	-0.0002
Si	6.8949	4.0826	4.1275	0.059	0.0912	0.021
Si	9.4944	1.3353	4.0889	0.0411	0.0475	0.0038
Si	6.8354	9.5401	4.1378	0.0122	0.0106	0.0863
Si	9.6784	6.8459	3.939	-0.2311	-0.1342	0.021
Si	0.0398	0.0005	5.385	-0.0322	0.1108	-0.115
Si	2.6702	2.6548	5.492	0.0275	0.0823	-0.0277
Si	-0.0202	5.4122	5.4741	0.044	0.0195	-0.0338
Si	2.6518	8.164	5.341	0.1011	-0.0484	-0.0194
Si	5.4727	0.0303	5.4993	-0.2971	-0.1519	-0.008
Si	8.205	2.7124	5.5202	-0.0442	-0.1175	-0.0372
Si	5.475	5.483	5.3686	0.032	0.0645	-0.1231
Si	8.3052	8.1786	5.3471	-0.0832	0.0949	-0.1616
Si	1.2528	1.3816	6.8975	0.0502	-0.0728	0.0877
Si	4.1437	4.0457	6.705	-0.0834	-0.1938	-0.1401
Si	1.4376	6.7394	6.744	0.2087	-0.0778	0.0339
Si	3.9593	9.5563	6.7187	0.1925	-0.0211	0.16
Si	6.9462	1.3168	6.8923	0.066	0.4388	0.0625
Si	9.4651	4.0895	6.9778	-0.2638	0.1309	0.2159
Si	6.8527	6.8942	6.6116	0.0695	0.1565	0.0384
Si	9.6484	9.4991	6.7891	0.1762	-0.2335	-0.0643
Si	0.0506	2.8365	8.4353	0.1738	-0.2083	0.2231
Si	2.4841	-0.161	8.191	-0.1471	0.0327	0.121
Si	0.1395	8.064	8.1136	-0.24	0.1006	0.0877
Si	2.8727	5.4239	8.0974	0.0332	0.1899	-0.1523
Si	5.4217	2.6472	8.0775	0.1721	0.1697	0.1095
Si	8.4813	0.032	8.2436	0.4877	-0.0219	0.3966
Si	5.5226	8.2927	7.9412	-0.4678	0.2213	-0.1107
Si	8.0137	5.6571	8.1708	0.1328	0.017	-0.1724
Si	1.6606	4.1579	9.6466	-0.2061	0.336	0.4259
Si	4.0195	1.1849	9.227	-0.3487	0.2548	-0.0056
Si	1.4007	9.0811	9.7801	0.3006	-0.0178	-0.3853
Si	4.3702	6.7703	9.2958	-0.0588	0.2254	-0.0486
Si	5.9869	3.7737	10.1077	-0.4256	-0.1149	0.2796
Si	6.5468	0.4189	13.1939	-0.952	-0.1662	0.2101
Si	6.9215	9.6328	9.3469	0.0119	-0.1114	0.4332
Si	9.5139	6.8955	9.4027	0.0177	0.016	0.1865
Si	-0.6611	1.1632	10.0778	0.0458	0.544	-0.495
Si	3.2727	2.8055	10.7147	0.62	0.056	-0.034
Si	-0.5481	5.6216	11.2058	-0.0133	-0.0659	-0.587
Si	3.3082	8.2213	10.7812	0.4905	-0.5642	0.3531
Si	5.2419	-0.2051	10.5856	0.0537	-0.2735	0.2853
Si	8.4686	2.9809	11.6888	-0.3414	0.5997	-0.087
Si	6.4296	5.9715	9.9491	0.3843	-0.2077	0.7582
Si	8.1215	8.2158	10.7676	-0.6683	-0.1892	-0.6174
Si	10.4612	8.3975	12.4709	-0.2608	-0.2602	-0.4045
Si	1.2045	9.7643	17.547	-0.0189	0.2985	0.1676
Si	2.657	-1.883	13.4666	0.5874	-0.2114	0.1795
Si	-0.1854	11.3858	14.4541	-0.3262	1.3132	0.483
Si	13.6753	5.4997	17.368	0.2611	-0.0515	-0.2321
Si	1.7048	0.888	12.1844	0.1819	0.7261	0.1779
Si	8.5931	10.8583	12.4018	0.2289	0.0928	0.2815
Si	11.5298	9.2427	14.5921	0.4328	-0.249	0.4249
Si	-4.1738	-1.5296	17.8372	0.0953	0.2724	0.204
Si	-2.7875	0.9587	18.4479	-0.0973	0.1122	0.0672
Si	-0.6985	10.252	19.7904	-0.1576	0.06	-0.0002
Si	4.5904	3.5096	16.1018	0.0129	0.1929	-0.0252
Si	-5.4947	2.1835	18.582	0.2688	0.15	-0.0151
Si	5.1165	-1.3024	15.1942	-0.1107	0.2615	0.0043
Si	8.4239	7.812	19.8979	0.3388	0.0283	-0.2758
Si	6.849	2.4905	14.2608	-0.1071	0.2791	0.6619
Si	-0.6269	5.4789	19.9311	0.0078	0.0339	-0.1957
Si	9.3223	2.5843	16.245	0.0101	0.0555	0.1232
Si	3.116	7.9555	19.1507	-0.2105	-0.6137	-0.2479
Si	1.3186	3.4838	19.1135	0.1018	-0.2136	-0.2452
Si	3.3213	1.6798	20.4647	0.0069	0.0377	0.126
Si	3.5631	0.8697	16.6482	0.0315	0.2966	-0.061
Si	4.4959	9.6391	20.0217	0.2698	0.3098	0.2429
Si	0.1228	4.733	17.0872	-0.0022	-0.1238	-0.2421
O	0.009	-0.1218	21.1757	-0.3434	0.2095	0.2561
O	4.6957	-5.3165	21.8178	0.0556	0.1156	0.099
O	5.8209	9.8479	19.1029	-0.042	-0.0762	-0.2038
O	3.2172	1.9776	22.0324	0.0036	0.083	-0.2081
O	2.7757	7.1611	23.1415	-0.2228	-0.1213	0.046
O	-0.0577	6.0144	-1.4978	0.1998	-0.3618	0.1092
O	0.0359	3.9531	20.0427	-0.087	0.1949	-0.1787
O	-2.1155	6.1884	19.9377	0.0068	0.3103	0.0186
O	6.1375	-3.498	24.6831	-0.0083	0.1764	-0.2792
O	12.4326	4.0333	-0.5393	-0.1193	0.1681	0.4897
O	6.7883	3.5841	22.2936	0.0101	0.0723	0.3083
O	9.055	1.6129	-0.6376	0.0933	-0.1688	0.3244
O	5.4863	11.2693	0.8916	0.3921	0.0598	0.2314
O	1.7829	8.7474	18.6616	0.0461	0.0103	-0.1978
O	-8.9279	2.1285	19.6994	0.1451	0.123	0.1135
O	7.9131	6.8243	22.7555	-0.3085	0.4757	0.1639
O	-1.6861	0.1953	13.9268	0.2101	-0.0781	-0.5594
O	-1.8384	-8.8175	17.7584	-0.0869	-0.087	-0.0485
O	2.7256	2.1496	12.1	-0.4811	-0.493	-0.0589
O	-1.3848	4.249	11.5307	-0.1733	-0.2705	0.0684
O	0.8864	11.6525	10.7378	-0.8044	-0.1542	0.0945
O	2.7706	7.8232	12.3118	0.2278	0.4679	-0.0729
O	-3.5451	13.8469	10.5187	0.5107	-0.2543	0.4535
O	0.962	5.1395	10.8234	0.2224	-0.2245	-0.1706
O	4.5426	-1.6206	11.0689	-0.2955	0.4832	-0.1073
N	9.1832	1.4162	11.4689	0.5478	-0.8969	-0.1
O	9.7805	4.1864	16.1523	0.1143	-0.268	0.2604
O	4.6845	3.5803	11.1237	-0.1822	-0.2869	-0.3648
O	7.0901	6.9257	11.1871	0.1837	0.1353	-0.3958
N	8.9155	9.1614	12.0249	0.093	-0.1317	-0.1049
O	6.2705	-0.9053	14.1398	-0.117	-0.0202	-0.1584
O	6.8391	1.7506	19.0888	-0.0576	-0.1608	-0.1952
O	-2.9929	2.4337	15.5171	-0.0225	0.0258	-0.2152
O	7.6828	14.1374	13.0865	0.1515	-0.108	-0.2994
O	3.932	8.7146	14.484	0.1775	0.1498	-0.2308
O	-10.8093	10.5637	18.393	0.0304	-0.2236	0.0273
O	3.8965	4.9539	16.2883	-0.0984	-0.1723	0.2696
O	0.6978	8.9083	16.2481	-0.2687	0.0194	-0.3388
O	-0.5337	6.7325	12.4332	0.0762	0.3587	-0.1167
O	1.4055	5.5351	16.4629	-0.0496	-0.1111	0.3736
O	0.6667	1.3162	13.3388	0.033	-0.3716	-0.1935
O	13.4221	-0.4368	12.6273	-0.0422	-0.0836	-0.1395
O	13.3833	4.593	18.7354	-0.2657	-0.0277	-0.1417
O	16.3459	11.5172	11.9801	0.0485	-0.2331	0.0426
O	11.3407	-1.9458	11.1577	-0.1846	0.2189	0.6351
O	5.5209	3.32	17.4378	-0.2657	-0.27	0.0018
O	9.8458	-2.2232	19.8427	-0.1655	-0.0264	-0.0381
O	-0.2979	5.7339	18.3234	0.0708	-0.1454	0.31
O	2.2378	0.0486	17.039	-0.114	-0.3076	-0.0555
O	4.5661	0.94	17.9139	-0.0709	0.2294	-0.1303
O	3.557	0.0877	20.2666	0.1822	0.0343	-0.206
O	-5.0881	8.9251	16.545	-0.0998	0.1171	-0.1576
O	0.6672	3.2772	17.6409	-0.0252	0.3959	0.238
O	4.3676	0.1079	15.4925	0.138	-0.1708	0.0359
O	3.4063	6.9075	17.9057	-0.2582	0.1629	0.2828
O	4.5358	2.6019	19.8867	-0.1563	-0.3048	-0.016
O	-5.3534	3.3489	14.779	0.2159	-0.2142	0.0855
O	-0.4069	1.6034	15.646	-0.057	-0.3823	-0.3437
O	3.3654	2.4013	16.1214	0.2848	-0.2453	0.1681
O	8.8012	11.0979	19.6965	0.0342	-0.0816	-0.1431
O	-3.2827	10.6615	17.4056	-0.0092	-0.079	0.2304
O	13.7658	7.0691	20.5164	0.3545	0.0758	0.1995
O	7.6157	8.1441	18.4723	0.0166	0.0142	0.3208

Results
free energy: -40192.394 eV
free energy less fixed offsets of N -289.75, O -463.61, Si -117.95 eV per atom: -9.484 eV
pressure: -1.12 GPa
stress xx, yy, zz, yz, xz, xy (GPa, positive in tension): 0.63, 0.8, 1.93, 0.66, 0.59, -0.24
